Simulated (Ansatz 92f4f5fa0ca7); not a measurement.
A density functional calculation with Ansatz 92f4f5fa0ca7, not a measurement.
Periodic cell of 258 atoms, Si166O92, from a study of silicon, its oxide and their interface. The atomic structure is a simulated model.
Doubt: the cutoff is far below the 930 eV that the study's wrapper takes by default for these files, so forces and energies are approximate.
This geometry differs little from another in the collection (a relaxation step or a small displacement).

Settings: functional PBE; potential files Ansatz PAW; basis plane waves; wave-function cutoff 580 eV; density cutoff ratio 5; exchange-correlation grid ratio 1; k mesh 1 x 1 x 1, Gamma-centred; self-consistency stop 5e-08 eV per atom in the density residual; occupations fixed; spin none; net charge 0.

Cell vectors (angstrom)
a	10.938	0	0
b	0	10.938	0
c	0	0	37.4432

Atoms: element, x, y, z (angstrom)
Si	0	0	0.683
Si	5.469	0	0.683
Si	2.7345	2.7345	0.683
Si	8.2035	2.7345	0.683
Si	0	5.469	0.683
Si	5.469	5.469	0.683
Si	2.7345	8.2035	0.683
Si	8.2035	8.2035	0.683
Si	1.3673	1.3673	2.0503
Si	6.8362	1.3673	2.0503
Si	4.1018	4.1018	2.0503
Si	9.5708	4.1018	2.0503
Si	1.3673	6.8362	2.0503
Si	6.8362	6.8362	2.0503
Si	4.1018	9.5708	2.0503
Si	9.5708	9.5708	2.0503
Si	2.7345	0	35.3917
Si	8.2035	0	35.3917
Si	0	2.7345	35.3917
Si	5.469	2.7345	35.3917
Si	2.7345	5.469	35.3917
Si	8.2035	5.469	35.3917
Si	0	8.2035	35.3917
Si	5.469	8.2035	35.3917
Si	4.1018	1.3673	36.7589
Si	9.5708	1.3673	36.7589
Si	1.3673	4.1018	36.7589
Si	6.8362	4.1018	36.7589
Si	4.1018	6.8362	36.7589
Si	9.5708	6.8362	36.7589
Si	1.3673	9.5708	36.7589
Si	6.8362	9.5708	36.7589
Si	2.5964	-5.4969	29.9298
Si	7.4296	-3.9038	24.4395
Si	-1.231	4.4824	28.6332
Si	4.7713	-1.6799	28.4122
Si	3.8902	6.1147	25.2488
Si	9.9765	10.6048	19.6925
Si	3.3674	11.4436	46.1044
Si	6.3307	9.0037	14.6402
Si	0.0104	-2.8349	29.8014
Si	8.1276	1.6534	20.9521
Si	3.9713	6.7698	31.3699
Si	12.4348	9.5181	31.098
Si	0.5518	8.208	21.2659
Si	11.686	9.997	25.961
Si	6.8743	9.6199	31.1734
Si	14.8357	14.804	28.7656
Si	0.0408	2.9323	29.8241
Si	12.9991	1.7739	25.4387
Si	-5.0529	2.3276	19.1373
Si	4.1403	1.4536	31.4829
Si	1.8833	2.4633	28.3256
Si	6.7714	6.5996	28.8155
Si	-2.6423	5.5062	30.1447
Si	7.4286	8.9733	19.2648
Si	8.2476	0.1159	29.6357
Si	12.2551	4.1407	31.3901
Si	2.9799	0.1327	29.9493
Si	6.8655	4.1126	31.357
Si	6.9296	11.5221	23.5321
Si	14.5908	7.9151	21.0399
Si	0.6436	6.1002	28.5612
Si	5.4973	7.9763	30.1429
Si	0.0572	-0.0189	32.4966
Si	5.5117	-0.0233	32.6608
Si	2.7049	2.7904	32.7484
Si	8.2723	2.7031	32.621
Si	-0.0074	5.5333	32.7314
Si	5.4467	5.4582	32.6925
Si	2.7207	8.2361	32.6799
Si	8.1933	8.3157	32.6632
Si	1.3494	1.3384	34.0044
Si	6.8678	1.3679	34.0123
Si	4.1075	4.1152	34.0763
Si	9.5716	4.103	34.0305
Si	1.3812	6.8648	34.059
Si	6.8402	6.8718	34.0091
Si	4.126	9.5776	34.0273
Si	9.6173	9.6214	33.9985
Si	2.7115	0.0034	3.4221
Si	8.2344	-0.0122	3.4081
Si	-0.0035	2.7232	3.4394
Si	5.452	2.7337	3.4126
Si	2.7203	5.475	3.4269
Si	8.2081	5.4591	3.4191
Si	-0.0084	8.1827	3.442
Si	5.4562	8.1694	3.4216
Si	4.05	1.4002	4.7748
Si	9.6095	1.309	4.8305
Si	1.3379	4.1318	4.8034
Si	6.8349	4.0894	4.773
Si	4.0615	6.8354	4.8301
Si	9.5995	6.767	4.8247
Si	1.3546	9.5661	4.8149
Si	6.9234	9.4834	4.7191
Si	0.0452	-0.037	6.2859
Si	5.5017	-0.0633	5.9096
Si	1.224	7.6666	13.4822
Si	8.2009	2.6851	6.1178
Si	-0.0143	5.4192	6.2854
Si	9.5139	3.9505	7.5983
Si	5.2012	13.2382	8.7141
Si	8.2651	8.1249	6.1857
Si	2.6938	2.8234	6.1903
Si	4.2066	-1.3148	7.385
Si	5.4673	5.4601	6.1491
Si	15.0714	7.448	10.4032
Si	2.8009	9.5114	11.1296
Si	11.67	4.0792	10.5807
Si	2.926	5.7464	8.9724
Si	9.5898	9.4642	7.6536
Si	-2.0885	-0.2125	14.8365
Si	7.8819	-0.2777	8.7414
Si	0.6178	-2.201	11.3874
Si	9.1742	0.9369	10.2773
Si	3.3861	9.784	13.9721
Si	12.2584	6.8673	7.6761
Si	-0.065	6.0823	20.4554
Si	10.4718	7.8071	24.2979
Si	4.9089	5.6547	11.8823
Si	8.2093	2.4973	11.7554
Si	5.9187	4.4256	24.47
Si	4.1392	4.1354	7.5816
Si	6.8445	6.7834	7.5363
Si	9.7738	9.6248	28.3975
Si	4.7874	13.282	16.377
Si	2.6869	8.2202	6.2234
O	-25.7298	-5.4259	24.9101
O	-6.1814	19.6359	21.9621
O	10.87	-21.3092	18.66
O	-21.4313	11.7932	12.4319
O	-1.0357	29.6254	17.0272
O	35.1832	15.2129	15.2662
O	2.642	-31.5202	21.7284
O	5.5746	22.8307	24.3601
O	-26.4673	49.65	12.648
O	19.5935	-3.9682	11.7068
O	3.904	21.5538	19.9395
O	56.0433	-5.577	20.0705
O	-8.0351	21.6586	10.0409
O	-19.538	12.5959	19.1309
O	13.4451	5.3695	25.7504
O	2.825	3.8941	21.736
O	11.0268	8.1655	22.8234
O	17.8045	-1.0341	23.3022
O	-4.0268	14.3503	23.6553
O	21.1478	-16.6462	21.7187
O	-2.4933	-16.297	16.9151
O	24.0421	19.4314	21.3316
O	-1.0155	27.9225	19.1155
O	23.3172	13.5338	26.7223
Si	18.1778	30.1552	27.2202
Si	31.864	3.6941	22.2467
Si	18.2865	24.2154	14.6178
Si	1.4094	-9.5169	7.6205
Si	-3.0084	16.1026	8.8921
Si	16.4305	17.3204	15.9938
Si	-3.343	5.4015	15.5118
Si	32.6461	-13.1492	16.085
Si	12.325	6.4571	26.381
Si	9.3792	17.2409	10.351
Si	-5.8263	12.6527	25.7243
Si	16.6371	-5.9653	27.5858
Si	-0.2118	-8.4609	9.0588
Si	13.9239	16.3534	14.2839
Si	18.5406	-14.9872	12.9564
Si	-4.1672	12.1943	7.3265
Si	13.217	10.2709	16.7446
Si	-15.5128	19.6676	22.2712
Si	9.02	-4.2163	17.9282
Si	9.6329	1.3923	31.101
Si	1.9981	-19.2256	22.4045
Si	5.4972	-19.1554	30.0488
Si	10.2748	-0.291	11.976
Si	-8.0736	15.9888	20.5855
Si	-13.6309	2.9219	24.6016
Si	-7.5367	12.1198	20.2772
Si	10.7139	-2.9801	9.2088
Si	12.2535	1.1237	17.9565
Si	-4.0127	-9.1711	28.3347
Si	24.4454	-2.5176	26.1923
Si	5.6779	19.3437	8.8208
Si	-6.0449	-6.1934	18.1869
Si	11.1794	13.3459	12.9038
Si	23.7531	13.7082	15.6019
Si	6.5904	14.5735	10.234
Si	-1.3282	6.9534	31.3977
Si	-3.0115	3.6045	27.1067
Si	26.3271	9.5521	18.8201
O	0.0206	-11.5804	27.4273
O	-4.8688	-1.3199	18.6273
O	46.4691	8.3013	13.821
O	8.7024	9.9376	18.9181
O	58.2438	-9.6265	25.9227
O	6.7964	-23.2734	9.4019
O	41.1266	6.3058	14.3131
O	46.2575	-22.2915	15.1262
O	10.532	-1.7146	25.0971
O	-21.0664	13.3222	14.4295
O	25.913	29.985	19.4594
O	25.5935	9.8029	17.3907
O	37.4814	-28.8857	16.7696
O	21.4773	16.1835	10.8864
O	14.2503	12.8774	15.7986
O	16.2	4.4427	10.8423
O	27.1115	17.1646	17.6297
O	-10.6149	6.6369	25.1209
O	-37.0871	7.3261	23.0369
O	4.7454	-19.7611	20.2902
O	10.0199	21.1016	15.8238
O	19.5077	12.3094	15.1316
O	-2.148	19.7194	27.3733
O	27.8434	34.0832	27.0353
O	-25.8376	-13.8528	25.6331
O	-0.0703	31.3249	20.4052
O	61.629	19.2901	13.2598
O	42.3715	14.5233	23.8438
O	1.0564	24.3241	16.993
O	15.5577	-5.6175	23.9865
O	7.2235	30.705	20.8857
O	49.7631	18.8654	15.81
O	-7.6371	32.2596	12.462
O	1.1208	-10.4769	25.2052
O	-14.1021	7.5148	18.6291
O	12.1662	9.0073	16.8824
O	41.5936	24.966	21.3339
O	12.5449	17.0336	13.6941
O	12.1166	36.2052	12.0041
O	7.3341	1.7169	19.5272
O	-7.0823	4.9919	12.9596
O	-18.3204	-14.1521	24.9723
O	5.8803	34.8077	15.2372
O	64.3037	13.8537	12.6427
O	15.3184	-11.2051	29.146
O	7.1652	34.9531	12.9973
O	3.6246	6.3054	21.3006
O	44.1676	13.7548	22.0502
O	-23.4503	-32.2118	20.8754
O	26.8479	-26.8049	26.4764
O	13.0515	4.7677	10.0556
O	-7.3069	4.6773	19.1958
O	16.1604	25.2381	25.5453
O	19.9328	7.1937	24.1471
O	2.163	2.5996	24.0335
O	17.9363	1.1771	22.0181
O	38.9328	25.8173	18.9233
O	18.389	20.9404	15.2247
O	29.6116	-18.0324	15.0672
O	19.1346	23.1291	24.3819
O	24.0052	-21.0076	28.7238
O	15.8962	9.8009	14.3394
O	27.164	1.6172	17.7681
O	-4.7683	9.5024	27.5522
O	47.8042	28.1393	15.202
O	14.4727	19.8355	27.422
O	9.2401	-0.4975	13.2677
O	21.9883	-2.8677	14.6142

Results
free energy: -157841.224 eV
free energy less fixed offsets of O -568.88, Si -635.61 eV per atom: 6.996 eV

Forces (eV/angstrom), in the order of the atoms: element, x, y, z
Si	0.0562	0.0047	-0.021
Si	0.0242	-0.0189	0.0141
Si	0.0201	0.0324	0.0208
Si	0.0508	0.0321	0.0026
Si	0.0167	-0.0278	0.0029
Si	0.0193	-0.0084	-0.013
Si	0.003	0.0134	-0.0017
Si	-0.0301	0.0285	0.0267
Si	-0.1081	0.0217	-0.0037
Si	0.0057	-0.0324	0.1285
Si	-0.0708	0.1123	0.0271
Si	-0.0175	-0.1314	0.0798
Si	0.0063	0.079	0.0303
Si	-0.0239	-0.1779	0.0024
Si	-0.0082	0.016	0.1843
Si	0.1962	-0.1649	-0.0618
Si	0.014	-0.0363	-0.0968
Si	0.2455	0.1153	-0.0174
Si	-0.0359	-0.1533	-0.062
Si	0.2005	-0.1483	0.0336
Si	0.0418	0.2224	0.3197
Si	-0.123	0.0629	-0.1179
Si	-0.0491	0.2189	0.0818
Si	-0.0129	-0.0375	0.1067
Si	-0.0007	0.0075	-0.0017
Si	-0.0878	-0.0199	0.0394
Si	0.0482	-0.0207	-0.0329
Si	-0.069	0.0056	0.007
Si	-0.0064	-0.013	0.052
Si	-0.0638	0.0197	-0.0093
Si	0.0153	0.0023	0.0258
Si	0.0193	-0.0582	-0.0334
Si	-0.0025	-0.0338	-0.0806
Si	0.0595	0.0724	-0.1081
Si	0.031	-0.0213	-0.0587
Si	0.2174	0.3448	-0.2047
Si	-0.0426	-0.0055	-0.0283
Si	-0.0168	0.012	0.0124
Si	0.0989	0.2161	-0.522
Si	-0.0069	0.0265	0.0434
Si	-0.002	0.0306	-0.0176
Si	-0.0113	-0.0051	0.0084
Si	-0.0297	-0.0426	0.0124
Si	-0.0443	-0.0429	-0.0095
Si	0.0365	0.0072	0.0467
Si	0.0252	0.0114	0.0219
Si	0.1148	0.1623	0.0053
Si	0.0034	-0.0033	0.0329
Si	0.0133	-0.0351	0.0085
Si	0.004	-0.0504	-0.0288
Si	0.028	-0.0094	0.012
Si	-0.1071	-0.0093	-0.0751
Si	0.0289	-0.1173	-0.0061
Si	0.1729	0.1057	0.0676
Si	0.0204	0.0245	-0.0566
Si	-0.0232	0.0112	0.0337
Si	-0.0944	-0.0529	-0.1259
Si	0.0072	0.0156	-0.0151
Si	-0.0778	0.2803	-0.1624
Si	-0.0355	-0.0369	0.0913
Si	0.0111	-0.0009	-0.0587
Si	-0.0065	0.0149	0.0099
Si	-0.0356	-0.0291	0.1304
Si	-0.0348	-0.048	0.0302
Si	0.0033	-0.0087	-0.0376
Si	0.0675	0.0051	0.0301
Si	-0.0084	-0.0059	0.015
Si	-0.0004	-0.0065	-0.0348
Si	0.0051	-0.0439	0.0126
Si	0.0176	0.0033	-0.0349
Si	-0.0173	0.0082	-0.0078
Si	0.0248	-0.0345	0.0303
Si	-0.01	0.0075	-0.0071
Si	0.0184	-0.0315	-0.0113
Si	-0.0146	-0.0068	-0.0151
Si	0.0118	0.0068	-0.0023
Si	0.0115	0.0142	0.0069
Si	-0.0186	-0.0047	-0.0115
Si	-0.0269	-0.0196	0.0311
Si	-0.003	0.0243	-0.0208
Si	0.0096	-0.0323	0.0015
Si	0.0299	0.0319	-0.0055
Si	-0.007	0.0104	-0.0031
Si	0.0019	0.0011	0.0071
Si	-0.0008	-0.0056	-0.0058
Si	-0.0119	0.009	0.0046
Si	-0.0001	0.0025	0.0072
Si	-0.0078	-0.0027	-0.0102
Si	-0.0075	0.0035	-0.0047
Si	0.0223	-0.0109	0.0028
Si	-0.0123	-0.0105	0.0072
Si	0.0196	0.0168	0.0067
Si	-0.0066	0.0185	0.004
Si	0.0052	-0.0041	-0.0021
Si	-0.016	0.0209	0.0121
Si	-0.007	-0.0437	0.0013
Si	-0.0186	-0.0289	-0.0045
Si	-0.0779	0.0029	0.0245
Si	0.0335	-0.0003	0.0653
Si	-0.041	-0.0212	0.0116
Si	0.0136	0.0015	-0.0031
Si	-0.0051	0.0233	0.0057
Si	-0.0493	0.0382	0.0397
Si	0.0228	0.0374	0.0053
Si	0.056	0.0005	0.0158
Si	0.0357	0.024	0.0104
Si	0.0229	-0.0251	0.0237
Si	-0.0811	-0.0596	-0.0177
Si	0.19	0.041	0.1217
Si	-0.0077	0.0528	0.0693
Si	0.1094	-0.0903	0.1174
Si	0.014	0.0282	-0.0039
Si	-0.0178	0.0263	0.0231
Si	-0.0579	-0.0716	-0.0563
Si	-0.0684	-0.1049	-0.0618
Si	0.0091	-0.0251	-0.1749
Si	-0.0256	0.004	-0.083
Si	-0.0709	0.065	-0.0179
Si	-0.0048	-0.0166	0.0023
Si	-0.1024	-0.0756	-0.074
Si	0.0123	0.014	-0.0176
Si	0.0743	0.112	0.4231
Si	0.0206	-0.0184	-0.1109
Si	-0.0469	0.023	0.0137
Si	-0.0322	-0.011	-0.0365
Si	0.0331	-0.0046	0.012
Si	0.0231	-0.0066	-0.008
Si	0.0028	-0.0234	0.009
O	-0.0168	-0.0533	0.0484
O	-0.0048	0.0032	0.0169
O	-0.0017	0.0068	-0.014
O	-0.0721	-0.0579	-0.0585
O	0.0004	-0.0284	-0.0112
O	-0.0151	-0.0025	-0.0079
O	-0.0015	0.0079	0.0076
O	-0.0302	0.031	0.0437
O	-0.0709	-0.0209	-0.0343
O	-0.0086	-0.0407	-0.054
O	-0.0048	-0.0036	0.0082
O	-0.0217	0.0114	-0.0087
O	-0.1173	-0.1604	0.3491
O	-0.0127	0.0056	-0.0129
O	-0.0044	0.063	0.047
O	-0.0077	0.013	0.0044
O	0.011	-0.0146	0.0607
O	0.011	0.0048	0.012
O	-0.0194	0.0095	0.0424
O	0.0028	0.0139	-0.0111
O	-0.0131	0.002	-0.0115
O	-0.0713	-0.0002	-0.021
O	-0.0152	-0.0044	-0.019
O	-0.0506	0.0365	-0.0229
Si	-0.0408	0.1363	-0.0533
Si	-0.0022	-0.0332	-0.0214
Si	0.0535	0.0024	0.0306
Si	0.0761	-0.0382	0.014
Si	0.0148	-0.0554	0.0657
Si	-0.0795	0.0443	0.0494
Si	0.0296	-0.0713	-0.0129
Si	0.0002	0.0125	-0.0033
Si	0.0219	-0.0312	-0.1763
Si	0.0403	0.0304	0.0073
Si	0.0029	-0.1009	0.0161
Si	-0.2188	-0.1733	-0.0962
Si	-0.0115	0.0336	-0.0152
Si	-0.023	0.0628	0.0383
Si	0.0259	0.0284	0.0066
Si	0.0658	0.0327	0.0617
Si	0.0149	-0.0231	-0.0304
Si	-0.0082	0.0078	-0.0217
Si	0.0221	0.0173	0.0212
Si	0.0682	0.0274	0.058
Si	-0.0087	-0.0077	-0.0509
Si	0.042	0.0451	-0.1498
Si	0.0179	0.1416	0.25
Si	0.0077	-0.0118	-0.0125
Si	0.0334	-0.0464	-0.1444
Si	-0.018	-0.0043	-0.0071
Si	0.0043	-0.0405	0.0077
Si	-0.0039	0.0462	0.0751
Si	-0.0419	-0.0826	0.0288
Si	0.0646	0.0584	-0.0438
Si	-0.0222	0.0664	0.0175
Si	-0.0141	0.022	0.0149
Si	-0.0092	-0.0281	0.0293
Si	-0.0085	-0.0314	-0.0248
Si	-0.1114	-0.0213	-0.2113
Si	-0.0083	0.0376	-0.0272
Si	0.0146	0.0643	0.0376
Si	0.0122	0.0085	0.0051
O	-0.0191	-0.0088	0.0253
O	-0.0047	-0.0026	-0.0203
O	-0.0161	-0.0126	-0.0039
O	0.0091	0.0121	-0.0227
O	0.0231	0.0095	-0.0007
O	0.0321	0.043	0.0137
O	0.0138	0.0114	-0.0349
O	0.0099	-0.0288	0.0077
O	0.0062	-0.004	-0.0429
O	0.0054	0.0271	0.0094
O	-0.0036	0.0023	-0.0227
O	0.0036	-0.0082	-0.0094
O	0.0013	-0.0162	-0.0193
O	-0.0027	-0.0273	-0.0225
O	-0.0188	0.0109	0.0008
O	0.1063	-0.0153	-0.02
O	-0.0098	-0.0067	-0.0151
O	-0.014	0.0049	0.0142
O	0.0122	-0.0337	0.0757
O	-0.0007	-0.0038	0.0027
O	0.0061	-0.0045	-0.0102
O	-0.0129	-0.0033	-0.0349
O	-0.1078	-0.0557	0.0202
O	0.0031	0.0094	0.0049
O	0.0276	-0.007	0.0211
O	0.0176	-0.0151	0.0163
O	-0.0085	-0.0217	-0.0268
O	-0.0479	-0.0193	0.0467
O	-0.0078	0.0218	-0.0311
O	0.0108	-0.008	0.0243
O	0.0089	-0.0088	-0.0071
O	0.0008	-0.009	-0.0405
O	-0.0339	-0.0578	-0.0265
O	-0.0084	0.0563	0.0028
O	0.0003	-0.0142	-0.0114
O	0.0023	-0.0237	-0.0115
O	0.0133	0.0125	0.0021
O	0.0211	-0.0318	-0.0207
O	-0.0247	0.0012	-0.043
O	-0.0078	0.0121	-0.01
O	0.0153	0.0004	-0.0187
O	-0.0113	-0.0117	0.051
O	-0.0088	0.009	-0.0113
O	-0.0382	-0.0765	-0.0713
O	-0.0643	-0.1706	0.006
O	0.0133	0.0075	-0.0953
O	-0.0052	0.0046	0.015
O	-0.0054	0.0014	0.0108
O	0.0216	-0.0029	0.0023
O	0.0312	-0.0421	0.0626
O	-0.0131	0.0587	-0.0991
O	-0.0082	0.0044	-0.007
O	0.0189	0.0264	0.0294
O	0.1021	0.0568	0.0021
O	-0.0035	0.0199	0.0277
O	-0.0153	0.0049	0.0186
O	-0.0243	-0.0049	-0.016
O	-0.025	-0.024	-0.0184
O	0.0046	-0.0027	-0.0102
O	0.0075	0.0737	0.0381
O	0.0465	0.057	0.1968
O	0.0161	-0.0133	0.0055
O	-0.0184	0.0079	-0.0282
O	-0.0865	-0.1915	0.1524
O	-0.0051	-0.0026	-0.0228
O	-0.0513	-0.0815	0.0309
O	0.0553	0.007	-0.1049
O	-0.0188	0.002	-0.0147

The program warned: the cutoff lies below the one the program advises for these potential files; the forces do not sum to zero within the program's tolerance; the exchange-correlation potential is rough where the density is thin.
